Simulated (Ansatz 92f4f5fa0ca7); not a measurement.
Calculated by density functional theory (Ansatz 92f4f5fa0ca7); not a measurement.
Periodic cell of 220 atoms, Si132O88, from a study of silicon, its oxide and their interface. The atomic structure is a simulated model.
Doubt: the cutoff is far below the 930 eV that the study's wrapper takes by default for these files, so forces and energies are approximate.
This geometry differs little from another in the collection (a relaxation step or a small displacement).

Settings: functional PBE; potential files Ansatz PAW; basis plane waves; wave-function cutoff 580 eV; density cutoff ratio 5; exchange-correlation grid ratio 1; k mesh 1 x 1 x 1, Gamma-centred; self-consistency stop 5e-08 eV per atom in the density residual; occupations fixed; spin none; net charge 0.

Cell vectors (angstrom)
a  10.938  0  0
b  0  10.938  0
c  0  0  32.1225

Atoms: element, x, y, z (angstrom)
Si  0.2111  -0.1581  24.469
Si  5.6059  -0.3279  24.7243
Si  2.5345  3.0266  24.438
Si  8.0954  2.9533  25.0246
Si  0.0597  5.1046  24.6411
Si  5.8345  5.129  24.6064
Si  2.4674  8.496  24.5698
Si  8.0061  8.5764  24.7463
Si  1.4154  1.396  25.8137
Si  6.7602  1.3172  26.0049
Si  4.0784  4.1486  25.8757
Si  9.6295  4.1175  26.2772
Si  1.2822  6.834  25.8044
Si  6.8653  6.8448  25.91
Si  4.0417  9.4977  26.048
Si  9.5989  9.7146  25.993
Si  2.7253  0.0394  27.3152
Si  8.192  0.0465  27.3765
Si  0.08  2.6443  27.3802
Si  5.404  2.7473  27.3164
Si  2.7068  5.5256  27.2641
Si  8.1881  5.544  27.4009
Si  -0.0214  8.2051  27.2898
Si  5.4673  8.1469  27.3427
Si  4.1018  1.3673  28.7043
Si  9.5708  1.3673  28.7043
Si  1.3673  4.1018  28.7043
Si  6.8362  4.1018  28.7043
Si  4.1018  6.8362  28.7043
Si  9.5708  6.8362  28.7043
Si  1.3673  9.5708  28.7043
Si  6.8362  9.5708  28.7043
Si  0  0  30.0715
Si  5.469  0  30.0715
Si  2.7345  2.7345  30.0715
Si  8.2035  2.7345  30.0715
Si  0  5.469  30.0715
Si  5.469  5.469  30.0715
Si  2.7345  8.2035  30.0715
Si  8.2035  8.2035  30.0715
Si  1.3673  1.3673  31.4388
Si  6.8362  1.3673  31.4388
Si  4.1018  4.1018  31.4388
Si  9.5708  4.1018  31.4388
Si  1.3673  6.8362  31.4388
Si  6.8362  6.8362  31.4388
Si  4.1018  9.5708  31.4388
Si  9.5708  9.5708  31.4388
Si  2.7345  0  0.6835
Si  8.2035  0  0.6835
Si  0  2.7345  0.6835
Si  5.469  2.7345  0.6835
Si  2.7345  5.469  0.6835
Si  8.2035  5.469  0.6835
Si  0  8.2035  0.6835
Si  5.469  8.2035  0.6835
Si  4.1018  1.3673  2.0507
Si  9.5708  1.3673  2.0507
Si  1.3673  4.1018  2.0507
Si  6.8362  4.1018  2.0507
Si  4.1018  6.8362  2.0507
Si  9.5708  6.8362  2.0507
Si  1.3673  9.5708  2.0507
Si  6.8362  9.5708  2.0507
Si  0  0  3.418
Si  5.469  0  3.418
Si  2.7345  2.7345  3.418
Si  8.2035  2.7345  3.418
Si  0  5.469  3.418
Si  5.469  5.469  3.418
Si  2.7345  8.2035  3.418
Si  8.2035  8.2035  3.418
Si  1.3009  1.4351  4.7189
Si  6.8605  1.3432  4.8246
Si  4.1426  4.0717  4.8719
Si  9.5792  4.0896  4.798
Si  1.3868  6.8491  4.833
Si  6.8553  6.7922  4.7194
Si  4.1016  9.534  4.7409
Si  9.562  9.5672  4.785
Si  2.6214  -0.0525  5.9191
Si  8.2158  -0.0186  6.2098
Si  -0.07  2.6994  6.2156
Si  5.4932  2.5936  6.2848
Si  2.7405  5.5169  6.2834
Si  8.1599  5.4221  6.1111
Si  -0.0492  8.1698  6.1653
Si  5.4663  8.1258  6.0697
Si  3.7184  1.3476  7.4142
Si  9.7428  1.1232  7.6247
Si  1.6503  3.765  7.429
Si  6.7189  4.2106  7.5223
Si  4.5102  6.5444  7.5631
Si  9.2737  7.0209  7.4273
Si  1.0992  9.8432  7.3303
Si  7.0241  9.2416  7.3628
O  1.2684  4.0791  24.0352
O  6.7976  9.5786  24.1803
O  2.9302  2.764  7.2818
O  8.1558  8.1622  7.8862
O  5.5759  5.3732  7.9848
O  0.0255  0.0103  7.9663
O  5.3821  5.4806  23.0607
O  10.5422  0.4711  23.0281
O  2.1604  9.3754  8.5359
O  1.4806  3.7768  9.054
O  9.0509  1.7056  8.9447
O  7.7846  9.7348  12.1665
O  3.3673  0.8056  8.9659
O  4.368  7.3817  9.3274
O  7.637  3.6534  8.7143
O  9.8735  6.4209  8.8366
O  3.3671  2.4331  23.0946
O  4.6754  0.1552  23.4558
O  9.2092  2.4666  23.9337
O  9.8309  5.5511  23.5184
O  19.9013  8.1037  23.4868
O  3.33  7.954  23.2687
O  7.005  3.9905  24.35
O  1.3382  9.6201  24.0536
Si  3.9517  6.4246  10.7747
Si  9.3339  4.1435  14.596
Si  7.4966  8.1693  11.9135
Si  4.2326  1.243  22.3249
Si  17.3486  3.724  14.1588
Si  2.761  -0.4984  20.1035
Si  7.2243  4.1104  19.4091
Si  14.0971  6.5665  16.4348
Si  2.2471  4.0479  10.4764
Si  5.7906  16.1287  16.6678
Si  3.8388  9.6809  17.2422
Si  10.4629  4.2272  11.6653
Si  11.0021  6.4341  16.0892
Si  8.1588  1.4806  14.598
Si  2.7777  10.3853  9.6819
Si  9.1481  6.7497  22.6021
Si  11.2003  -1.2744  11.2109
Si  3.6241  -3.2854  13.7298
Si  5.2597  8.8046  9.8651
Si  9.5935  1.7387  22.5497
Si  11.9928  -0.4889  16.5653
Si  8.05  2.6456  10.0723
Si  -0.3433  8.1876  18.4059
Si  11.7821  -2.1095  14.1621
Si  5.2243  3.8818  11.3529
Si  6.0549  6.0418  21.6766
Si  6.5121  7.6758  14.6856
Si  11.5968  6.4624  20.6718
Si  11.1271  1.0258  18.7923
Si  14.2627  7.6526  21.6555
Si  7.0015  1.3189  20.7414
Si  10.0272  7.0106  10.3573
Si  -0.6038  3.6415  20.1513
Si  8.4962  -0.7095  19.0967
Si  6.9146  10.1264  16.3768
Si  8.6327  0.1748  11.9029
O  13.404  8.7654  13.9593
O  7.7328  -1.0674  17.7334
O  6.0881  8.1446  11.0632
O  1.6322  10.4921  10.8358
O  5.2272  -5.4758  10.8678
O  10.082  7.1223  17.2696
O  6.2932  4.9195  20.5054
O  6.8322  13.1111  13.9427
O  3.6196  7.2353  12.1407
O  2.5909  5.6668  10.3466
O  7.8056  4.6251  14.1827
O  11.4847  -1.6447  17.6046
O  10.2276  4.0794  13.2593
O  0.7168  7.4151  19.362
O  6.9987  2.4839  19.5732
O  12.5247  6.14  16.6958
O  17.3155  6.4934  15.8193
O  13.0717  6.5406  21.3894
O  3.3031  0.6061  21.1646
O  1.0693  3.6452  11.5207
O  7.2678  -0.1786  20.0781
O  8.1948  1.3478  21.8449
O  -1.5524  8.8454  19.3189
O  2.8097  8.9977  20.8771
O  12.2382  0.1454  19.6552
O  6.1107  9.5767  8.7346
O  8.5917  7.4557  10.9738
O  8.9731  0.7119  13.4205
O  7.5537  11.4848  15.7765
O  6.4721  3.1236  10.7342
O  2.6775  -0.4454  16.4376
O  3.6907  14.2824  10.8895
O  -6.6839  5.5629  17.149
O  11.186  7.4548  14.816
O  4.0725  9.7257  10.4317
O  3.5316  8.0723  17.0154
O  10.1431  5.1192  15.6376
O  10.3212  2.8103  21.5676
O  5.3216  14.9859  12.9933
O  4.8617  7.136  21.2177
O  11.0548  2.6258  19.0929
O  9.1389  2.6397  15.247
O  3.7255  -0.7603  18.8028
O  5.6218  1.6398  21.5589
O  5.3046  10.1286  16.6809
O  7.8343  1.2268  11.0036
O  9.609  0.4861  19.0949
O  17.68  4.7157  17.943
O  7.6232  6.4956  22.0105
O  -5.8689  -2.6852  14.1557
O  7.3277  -3.6176  13.3036
O  11.3996  -0.817  15.0886
O  10.3014  7.0374  21.4972
O  9.2533  3.5289  10.8476
O  8.8581  -6.6889  19.685
O  0.5211  11.8534  17.1892
O  16.6378  3.9457  15.6184
O  11.136  -1.8944  12.7106
O  11.3406  4.9016  20.3116
O  0.0542  8.3397  10.2568
O  10.6124  5.8199  11.2798
O  10.007  -0.2001  11.1066
O  14.2812  6.4358  14.7912
O  7.292  8.9126  15.3708

Results
free energy: -133958.163 eV
free energy less fixed offsets of O -568.88, Si -635.61 eV per atom: 3.797 eV

Forces (eV/angstrom), in the order of the atoms: element, x, y, z
Si  -0.011  0.0082  -0.0236
Si  0.005  0.0025  0.0107
Si  0.0039  -0.002  0
Si  -0.0069  0.0052  0.0304
Si  0.0013  0.0029  0.0035
Si  0.0025  0.0005  0.018
Si  -0.0001  -0.0037  -0.0033
Si  -0.0031  -0.0024  0.008
Si  0.0006  0.0025  -0.0028
Si  -0.0017  0.0008  -0.0056
Si  0.0064  -0.0044  -0.0025
Si  -0.0074  -0.0004  -0.0054
Si  0.0016  -0.0039  -0.0064
Si  0.0022  0.0001  -0.006
Si  0.0073  -0.0073  -0.0038
Si  -0.002  0.0001  -0.0024
Si  0.0018  0.0012  0.0059
Si  -0.0049  -0.0034  0.001
Si  -0.0006  0.0009  0.0024
Si  0.0041  0.0062  -0.0012
Si  -0.0008  0.0015  -0.0013
Si  -0.0055  -0.003  0.0038
Si  -0.0026  -0.0032  0.0041
Si  0.0005  0.0018  -0.0024
Si  -0.2096  0.1168  0.0884
Si  0.1298  -0.0171  0.4594
Si  0.3906  0.0319  -0.1766
Si  -0.2458  0.0247  -0.1493
Si  -0.1764  -0.2306  0.0424
Si  0.1008  0.552  0.3489
Si  -0.072  0.0351  -0.3611
Si  0.0138  -0.2036  -0.0726
Si  -0.1411  -0.1109  0.0335
Si  -0.015  -0.0033  -0.059
Si  0.1224  0.0883  0.0315
Si  0.1035  0.0504  -0.0348
Si  -0.0314  0.0012  -0.0651
Si  -0.0998  -0.1339  0.0216
Si  0.0343  0.04  -0.0522
Si  0.1166  0.045  0.0504
Si  -0.0115  0.0448  -0.0476
Si  -0.0039  -0.0477  -0.0287
Si  -0.0096  -0.0445  0.0171
Si  -0.0411  0.0324  -0.0056
Si  0.0271  -0.007  -0.0298
Si  0.0078  0.0349  -0.0382
Si  -0.0045  -0.0016  -0.0087
Si  -0.0361  0.0175  0.0214
Si  -0.0171  0.0019  0.0195
Si  0.0248  0.0426  0.0045
Si  -0.0229  -0.0417  0.0368
Si  0.0371  0.0175  0.0128
Si  -0.0034  0.0033  -0.009
Si  0.0194  -0.0453  0.0288
Si  -0.0298  -0.011  0.0073
Si  0.0153  -0.0085  0.0382
Si  0.0021  0.019  0.0607
Si  -0.0848  -0.0708  -0.025
Si  0.125  0.0755  -0.0166
Si  -0.056  -0.0545  0.0257
Si  -0.1239  -0.0894  0.0004
Si  -0.0004  0.0565  0.0325
Si  -0.0208  -0.0042  0.0336
Si  0.0129  0.0063  -0.0284
Si  -0.2589  0.0096  -0.2455
Si  0.2582  -0.0104  0.1138
Si  0.111  0.5053  0.049
Si  0.0368  -0.0657  0.1449
Si  0.2099  -0.0529  0.3039
Si  -0.2091  -0.4379  -0.1001
Si  -0.0929  -0.249  -0.2089
Si  0.058  0.1494  -0.2181
Si  -0.0016  -0.0021  0.0017
Si  -0.001  0.0017  0.0007
Si  0.0015  -0.0071  0.0048
Si  0.002  -0.0048  0.0004
Si  -0.0036  0.0041  -0.0047
Si  -0.0007  -0.0003  -0.0027
Si  -0.0024  -0.0004  -0.0026
Si  -0.0032  0.0029  0.0012
Si  0.0086  0.0051  0.0169
Si  -0.002  -0.0016  0.0004
Si  -0.0023  0.0028  -0.0012
Si  0.0232  0.0033  0.0121
Si  -0.0107  -0.0111  0.0008
Si  0.0006  0.0023  0.0115
Si  0.0045  0.0049  0.0148
Si  -0.0074  -0.0015  0.0094
Si  0.0478  -0.1199  0.0097
Si  -0.0016  -0.0024  0.0129
Si  -0.0841  0.0682  -0.0331
Si  -0.0042  -0.0283  -0.0494
Si  0.0433  0.0254  -0.0221
Si  0.003  0.0036  -0.0148
Si  -0.0036  -0.0072  -0.0192
Si  0.003  -0.002  -0.0098
O  -0.0001  0.0048  0.0052
O  0.0005  0.001  -0.0044
O  0.0173  0.0414  -0.0425
O  -0.0009  0.0033  0.0069
O  -0.0411  -0.0088  0.0162
O  0.0008  0.001  0.0023
O  -0.0042  0.0043  -0.0045
O  0.0059  -0.0067  0.0038
O  0.0061  -0.0052  0.0065
O  -0.0003  0.0082  0.0533
O  -0.0318  0.0089  0.0242
O  0.0004  0.0046  -0.0028
O  0.0079  -0.0084  0.0084
O  0.0022  -0.0008  0.0018
O  0.0357  0.0087  0.0625
O  0.0001  -0.0002  0.0067
O  -0.0028  0.0014  -0.0004
O  -0.0025  0.0006  -0.0032
O  0.0218  -0.0101  -0.0006
O  -0.0002  -0.0006  -0.0062
O  0.002  -0.0023  -0.0021
O  -0.0005  0.0009  0.0006
O  -0.004  0.0039  -0.0225
O  0.0028  -0.0003  0.0193
Si  -0.0158  -0.014  0.0233
Si  0.004  -0.0034  0.0027
Si  0.0084  0.0026  0.0032
Si  -0.0004  0  0.0005
Si  -0.0083  -0.0043  0.0082
Si  -0.0004  0.0004  0.0012
Si  0.0023  -0.0028  -0.0003
Si  0.0004  0.0003  0.0012
Si  -0.0118  -0.0093  0.0033
Si  0.0009  -0.0005  0.0019
Si  0.0002  -0.0001  0.0004
Si  0.0112  0.0021  0.005
Si  0  0.0013  0.0009
Si  0.0072  -0.0045  0.0032
Si  -0.0038  0.012  -0.0052
Si  0.0018  0.0002  0.0003
Si  0.0007  0.0016  0.0012
Si  0.001  0.0027  0.0083
Si  0.0124  0.0239  0.0061
Si  0.0041  -0.0065  -0.0039
Si  -0.0008  -0.0003  -0.0007
Si  -0.0364  -0.0541  -0.0749
Si  0  0.0009  -0.0003
Si  -0.0027  0.0006  0.0014
Si  0.0414  -0.0234  -0.0884
Si  0.0004  -0.0002  0.0014
Si  0.0018  0.0015  0.0034
Si  -0.0002  -0.0019  -0.0009
Si  -0.0009  -0.0006  0.0009
Si  0.0004  0.0002  -0.002
Si  0.003  0.0013  0.0001
Si  -0.0003  0.0013  -0.0051
Si  -0.0004  -0.0008  0.0016
Si  -0.0004  0.0003  -0.006
Si  0.0086  0.0003  0.0026
Si  -0.0062  0.0159  -0.005
O  0.0037  -0.0014  -0.0016
O  0.0005  -0.003  0.0024
O  -0.009  -0.0051  -0.0073
O  0.0012  0.0001  -0.002
O  0.0144  0.0041  0.0131
O  0.0013  -0.0002  -0.0006
O  0.0008  -0.0001  -0.0004
O  0  0.0041  0.0004
O  0.0017  -0.0031  -0.0124
O  0.0113  0.0052  -0.0023
O  -0.0005  -0.0005  -0.0035
O  0.0006  -0.0006  0.0003
O  -0.0007  -0.0005  0.0035
O  0.0015  -0.0004  0
O  -0.0003  0  -0.0013
O  0.0017  -0.0006  -0.0004
O  0.0009  -0.0005  -0.0025
O  0.0013  -0.0006  0.0002
O  -0.0002  -0.0004  -0.0018
O  -0.0016  0.0038  -0.0006
O  0.0012  -0.0021  -0.0025
O  -0.0039  -0.0011  -0.0061
O  -0.0009  0.0042  -0.0016
O  0.001  -0.0009  -0.0003
O  0.0007  -0.0007  -0.0012
O  -0.0068  -0.0055  0.003
O  -0.0024  0  -0.0007
O  -0.0039  -0.0063  -0.0063
O  0.0005  -0.0042  0.0024
O  -0.0669  0.0146  0.0225
O  0.0017  -0.0002  -0.0013
O  0.0092  0.0091  0.0094
O  0  0.0002  -0.0007
O  0.001  -0.0008  -0.0012
O  0.0029  -0.0137  -0.0023
O  0.0011  -0.0016  -0.0007
O  0.0005  -0.0006  -0.0002
O  0.0015  0.0042  -0.0065
O  0.0276  -0.0122  0.0013
O  -0.001  0.0011  -0.0002
O  0.0007  -0.001  -0.0018
O  0  -0.0006  -0.0025
O  0.0008  -0.0003  -0.0016
O  -0.001  0.0004  0.0003
O  -0.0004  0.0004  -0.0004
O  0.0394  0.0265  0.0233
O  -0.0012  -0.0042  -0.003
O  0.0007  0  -0.0023
O  0.0012  -0.0009  0.0001
O  -0.0015  -0.0011  -0.0023
O  0  -0.0029  -0.0026
O  0.0024  -0.0012  0.0006
O  0.0002  -0.0003  -0.0001
O  -0.0092  0.0061  0.0075
O  -0.0006  0.0002  -0.002
O  0.0013  -0.0002  0.0001
O  -0.0004  -0.0011  -0.0088
O  0.0001  -0.0015  -0.0023
O  0.0021  0.0016  -0.0001
O  0.0013  0.0002  -0.0001
O  0.002  -0.003  0.001
O  -0.0021  0.0006  -0.0018
O  0.0011  -0.0005  -0.0025
O  -0.0002  0.0051  0.002

The program warned: the cutoff lies below the one the program advises for these potential files; the forces do not sum to zero within the program's tolerance; the exchange-correlation potential is rough where the density is thin.
